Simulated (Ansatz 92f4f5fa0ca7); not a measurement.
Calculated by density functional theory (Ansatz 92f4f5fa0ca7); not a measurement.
Periodic cell of 215 atoms, Si132O82P1, from a study of silicon, its oxide and their interface. The atomic structure is a simulated model.
Doubt: the cutoff is far below the 930 eV that the study's wrapper takes by default for these files, so forces and energies are approximate.
This geometry differs little from another in the collection (a relaxation step or a small displacement).

Settings
functional: PBE
potential files: Ansatz PAW
basis: plane waves
wave-function cutoff: 580 eV
density cutoff ratio: 5
exchange-correlation grid ratio: 1
k mesh: 1 x 1 x 1, Gamma-centred
self-consistency stop: 5e-08 eV per atom in the density residual
occupations: fixed
spin: none
net charge: +1 e, with a uniform compensating background and no finite-size correction

Cell vectors (angstrom)
a	10.938	0	0
b	0	10.938	0
c	0	0	31.5432

Atoms and the computed forces on them: element, x, y, z (angstrom), force x, y, z (eV/angstrom)
Si	10.4308	0.5731	24.33	-0.0067	0.0266	0.034
Si	6.0532	10.4993	24.1485	0.0143	-0.0145	0.0466
Si	2.1303	3.2496	24.0711	-0.0222	0.0147	0.0411
Si	8.6952	2.2578	24.3058	0.0185	-0.0305	0.0373
Si	0.501	5.0591	24.1636	0.0244	-0.0168	0.0382
Si	5.058	5.8877	24.1862	-0.022	0.0164	0.0409
Si	3.3964	7.6408	24.1612	0.0164	-0.0167	0.0485
Si	7.836	8.8229	23.9835	-0.0251	0.0156	0.0446
Si	1.3423	1.4804	25.4421	-0.0198	-0.0028	-0.0068
Si	6.929	1.2889	25.5203	0.0004	0.0059	-0.0086
Si	4.0288	4.0934	25.3169	0.0124	0.0112	-0.0123
Si	9.666	4.0967	25.4142	-0.0054	0.0022	-0.0202
Si	1.5056	6.8049	25.39	-0.0011	0.0043	-0.0156
Si	6.9001	6.9456	25.2326	-0.0062	-0.0095	-0.0146
Si	4.2381	9.5234	25.3379	0.0005	-0.0027	-0.0182
Si	9.533	9.6376	25.43	0.0025	0.0058	-0.0171
Si	2.7813	0.0029	26.6187	0.0043	0.0002	0.0669
Si	8.2452	-0.042	26.9579	0.0223	0.0174	-0.1411
Si	0.0151	2.767	26.9047	0.0195	-0.0141	-0.1376
Si	5.4462	2.7344	26.6647	-0.0063	-0.0114	0.0563
Si	2.7747	5.4186	26.8481	-0.0072	-0.0124	-0.0881
Si	8.2258	5.5232	26.6189	-0.0055	0.0006	0.0571
Si	0.0402	8.2148	26.6525	-0.0011	-0.0135	0.0615
Si	5.5605	8.1912	26.791	-0.0047	0.0005	-0.0738
Si	4.1059	1.3458	28.0706	-0.0049	-0.0217	-0.0184
Si	9.6018	1.3865	28.2259	-0.0081	0.0269	0.1728
Si	1.3768	4.1091	28.2243	-0.0055	0.0446	0.1709
Si	6.8358	4.1341	28.0195	0.0049	0.0201	-0.0698
Si	4.1647	6.8145	28.1329	0.0461	0.0151	0.0832
Si	9.5951	6.8506	28.0497	0.0143	-0.01	-0.0322
Si	1.4134	9.593	28.0465	0.0196	0.0152	-0.0529
Si	6.8593	9.5307	28.2236	-0.0663	-0.0535	0.196
Si	0.0521	-0.0122	29.5224	0.0169	-0.0175	0.0142
Si	5.4584	0.0048	29.4874	0.0012	0.0206	-0.0349
Si	2.7606	2.7032	29.5227	0.027	-0.0188	-0.0144
Si	8.1671	2.7705	29.466	0.0028	-0.0201	0.0101
Si	-0.0133	5.5071	29.4929	0.0033	0.0114	-0.0259
Si	5.5064	5.4416	29.4988	-0.014	-0.002	0.0074
Si	2.7569	8.2036	29.4367	-0.037	0.0172	0.015
Si	8.2603	8.164	29.5273	0.0016	0.0184	-0.0189
P	1.3957	1.3517	30.8975	-0.0189	0.0244	0.0156
Si	6.8183	1.3826	30.8359	0.0054	-0.029	0.0053
Si	4.1256	4.0802	30.8998	-0.0188	0.0094	0.0052
Si	9.5571	4.1123	30.8227	0.0226	-0.0089	0.0025
Si	1.3753	6.8635	30.8271	0.0137	-0.021	0.0048
Si	6.8719	6.7987	30.8954	-0.0041	0.0151	0.0066
Si	4.085	9.5788	30.8266	0.0351	-0.0162	0.0008
Si	9.612	9.5534	30.91	-0.019	0.008	0.0016
Si	2.745	-0.025	0.7154	-0.0181	0.0073	-0.031
Si	8.1738	0.0005	0.662	0.0085	0.0133	-0.0053
Si	-0.022	2.7428	0.6697	0.0043	-0.0186	-0.0098
Si	5.4879	2.7087	0.7183	-0.0019	0.0073	-0.0212
Si	2.717	5.4858	0.6631	0.0087	0.0058	-0.0017
Si	8.2293	5.4232	0.7372	-0.0068	0.005	-0.0229
Si	0.0372	8.1712	0.7202	-0.0031	0.0078	-0.0228
Si	5.4636	8.2152	0.6691	-0.0137	-0.0119	-0.0058
Si	4.1096	1.3519	2.0761	0.0082	0.0136	0.0211
Si	9.5323	1.3601	2.0264	0.0084	-0.0331	0.0263
Si	1.3425	4.1259	2.0424	0.0222	-0.0115	-0.002
Si	6.8551	4.0553	2.0908	-0.0248	0.0025	0.032
Si	4.0803	6.8607	2.0264	0.0159	-0.0237	0.0255
Si	9.6044	6.7957	2.0779	-0.0079	0.022	0.0109
Si	1.3671	9.5549	2.0871	-0.0011	-0.01	0.0315
Si	6.8236	9.5672	2.0609	0.0084	0.0077	-0.0081
Si	-0.0498	-0.0097	3.3693	-0.0667	0.0048	-0.154
Si	5.4606	-0.03	3.4912	-0.0041	-0.0057	0.0382
Si	2.6929	2.726	3.3643	-0.042	-0.0209	-0.1934
Si	8.1997	2.6896	3.506	0.0125	-0.0302	0.0256
Si	-0.0185	5.4484	3.5233	-0.0007	-0.0019	0.055
Si	5.4502	5.4715	3.3442	-0.0154	0.0371	-0.2092
Si	2.7536	8.1995	3.4902	0.0111	-0.0025	0.0201
Si	8.221	8.1796	3.3841	0.0351	0.0115	-0.1122
Si	1.2855	1.3721	4.6781	0.0132	-0.013	0.129
Si	6.8389	1.2955	4.9195	0.0116	0.009	-0.0674
Si	4.0587	4.1205	4.6458	0.0317	0.0108	0.136
Si	9.5351	4.0565	4.9171	-0.0025	0.0199	-0.051
Si	1.3596	6.8644	4.8978	-0.0161	0.0057	-0.0562
Si	6.8348	6.8013	4.6831	-0.0041	-0.0081	0.1193
Si	4.1066	9.5588	4.912	-0.0086	-0.0005	-0.0605
Si	9.5635	9.5591	4.752	0.0147	0.001	0.0569
Si	2.6106	0.04	6.1046	0.004	0.0349	0.0378
Si	8.2212	-0.1413	6.2735	-0.0057	0.0059	0.0164
Si	-0.0212	2.646	6.213	-0.0078	-0.0093	0.0044
Si	5.3769	2.7681	6.0661	-0.0256	-0.006	0.0407
Si	2.752	5.4287	6.1452	-0.0073	0.0107	0.0097
Si	8.0887	5.4384	6.1843	0.0053	0.0114	0.0233
Si	-0.008	8.2911	6.234	-0.0053	0.001	0.0247
Si	5.5692	8.1452	6.1612	-0.0009	-0.0055	0.016
Si	3.4715	1.9423	7.1788	0.0095	-0.0125	-0.0591
Si	10.0135	0.8251	7.4789	0.0259	-0.0229	-0.0228
Si	1.7667	3.6604	7.3604	0.0159	-0.0163	-0.0216
Si	6.2054	4.5207	7.3891	0.0004	0.0128	-0.0552
Si	4.6359	6.3075	7.2655	0.0209	-0.0112	-0.0281
Si	9.1624	7.1853	7.3351	-0.0149	0.0061	-0.0394
Si	0.8888	10.1522	7.5254	-0.0289	0.0056	-0.0711
Si	7.4084	8.8837	7.5037	0.0258	-0.0121	-0.0431
O	4.5708	6.6053	8.8861	-0.0216	0.0179	0.0287
O	1.3844	3.977	8.9425	-0.0112	0.0246	0.0237
O	9.7458	6.5406	8.743	0.015	-0.013	0.0387
O	1.3002	10.1068	9.1449	0.035	-0.0101	0.0672
O	6.0681	4.2141	9.0194	0.0028	-0.0281	0.0538
O	3.7091	1.609	8.7593	0.0305	-0.0192	0.0804
O	7.137	8.9652	9.1444	-0.0165	0.024	0.0543
O	9.6438	1.0691	9.0732	-0.03	0.0149	0.0317
O	8.22	2.5311	22.7577	-0.0249	0.0163	-0.0323
O	11.0014	5.569	22.6559	-0.0145	0.0229	-0.0291
O	5.6441	0.1119	22.6546	-0.0173	0.0289	-0.0359
O	5.2852	5.3933	22.6292	0.0222	-0.0193	-0.042
O	2.1407	2.8081	22.4752	0.0131	-0.0245	-0.0454
O	3.3155	7.8443	22.519	-0.0214	0.0158	-0.0452
O	8.3878	8.7476	22.4154	0.0269	-0.0098	-0.0395
O	-0.1758	11.2387	22.7482	0.0204	-0.0217	-0.0368
Si	2.1564	2.9721	12.8906	-0.0088	-0.0013	0.0233
Si	8.6791	1.3082	10.3663	0.0001	-0.0044	0.0101
Si	1.0644	4.5028	15.3463	0.0048	-0.0067	0.0016
Si	7.5418	5.5798	12.2027	-0.0056	0.0002	0.0251
Si	2.4085	8.1843	21.2095	0.0062	-0.0111	-0.0184
Si	5.4082	7.7876	12.4733	0.0072	-0.0015	0.0238
Si	9.2658	0.4564	15.4993	0.0077	0.0085	-0.0032
Si	2.9153	-0.0358	16.6617	0.0081	-0.0003	-0.0006
Si	10.4692	1.1595	12.6067	0.0023	-0.0023	0.0321
Si	7.7607	2.8319	21.234	0.0021	-0.0076	-0.0325
Si	9.1313	8.7859	14.4616	0.0073	-0.0092	0.0102
Si	1.4704	4.7781	10.3664	-0.0047	-0.0057	0.0172
Si	4.4805	9.4892	19.1386	0.0035	0.0036	-0.0251
Si	11.0721	6.1002	21.1127	0.0035	0.0062	-0.0283
Si	6.6173	10.4484	14.8463	0.0021	-0.0015	0.0137
Si	5.3894	0.7367	21.1762	0.0048	-0.0163	-0.0345
Si	2.3419	9.8048	10.3838	-0.0099	0.0223	0.0201
Si	0.4301	10.6341	21.3819	-0.0108	0.005	-0.0321
Si	5.8508	5.2531	21.1162	-0.002	0.0066	-0.0159
Si	3.6359	7.0868	10.1091	0.007	-0.0104	0.0274
Si	9.0436	5.687	14.8422	-0.0049	-0.0027	0.0041
Si	3.6592	4.082	19.0823	0.0014	-0.009	-0.0188
Si	10.0296	3.6608	19.325	-0.0058	0.0052	-0.0302
Si	4.2577	8.6701	15.3633	0.0014	0.0009	-0.0015
Si	0.4541	1.9215	17.1588	-0.003	-0.0002	-0.0148
Si	6.7889	7.5352	19.2464	0.0033	0.0052	-0.0311
Si	5.2596	3.623	16.7362	-0.0011	-0.0031	-0.0137
Si	7.7821	5.0128	17.5288	0.0061	0.0093	-0.015
Si	6.6587	9.9235	10.3822	-0.0083	0.0013	0.009
Si	4.3781	1.05	10.1067	-0.015	0.0136	0.0026
Si	-0.036	9.0909	11.905	0.0038	-0.0063	0.0318
Si	9.1025	8.6315	20.9321	0.0031	0.0072	-0.032
Si	4.5564	1.6666	14.5781	-0.0092	0.0018	0.0081
Si	2.4468	2.0847	21.0395	-0.0099	-0.0048	-0.0209
Si	6.329	3.3368	10.3743	0.007	0.0082	0.011
Si	3.4316	5.9179	16.7279	0.0007	-0.0013	-0.0109
Si	9.8777	6.5377	10.3625	0.002	-0.0086	0.0147
O	0.1197	2.628	18.5917	0.0083	-0.0076	0.013
O	2.9266	9.6345	15.5904	-0.0009	-0.0027	-0.0055
O	10.8615	4.7995	20.1591	-0.006	-0.0178	0.0108
O	7.5758	2.4035	9.9253	0.0011	0.0038	-0.0096
O	10.9243	5.3451	10.8068	-0.0017	-0.001	-0.022
O	6.5871	6.732	12.8615	-0.0003	0.0021	-0.0193
O	10.3182	8.0626	10.7799	0.008	0.0156	-0.0168
O	7.6666	9.4569	13.9976	-0.0032	0.0017	-0.013
O	8.4104	6.2122	10.9781	-0.014	-0.0084	-0.0121
O	5.3534	10.4811	20.0881	-0.0068	-0.0135	0.0136
O	2.1684	3.7403	11.4312	0.0073	-0.0146	-0.0063
O	7.9709	8.5488	19.7598	-0.0145	-0.0038	0.0102
O	6.2031	6.7334	20.5499	0.004	0.0061	0.0178
O	5.5133	2.7161	15.4057	-0.0001	0.001	-0.0013
O	1.3067	0.9254	20.7022	0.0036	0.0057	0.0237
O	6.0466	9.0521	11.624	-0.0115	-0.0093	-0.0155
O	4.6184	4.9885	16.1095	-0.0011	0.0026	0.0024
O	6.5938	3.9047	17.6367	-0.0045	-0.004	0.0115
O	10.528	10.6702	11.8102	-0.0053	0.007	-0.021
O	5.5809	0.4961	13.989	0.0013	0.0005	-0.0119
O	8.0243	5.0918	15.9365	0.0005	-0.0024	-0.0019
O	9.7344	9.8181	15.584	0.0003	-0.0016	0.0017
O	-0.3966	5.1524	15.1256	0.0018	-0.0006	-0.0041
O	1.5655	6.8401	20.7987	-0.0003	-0.0024	0.0258
O	1.5029	0.6423	17.1831	0.0013	0.0004	0.0085
O	6.5925	1.7746	20.8024	0.002	0.003	0.0308
O	1.0148	1.794	12.8302	-0.0008	-0.0025	-0.0172
O	3.2429	5.4955	18.323	0.0011	0.0057	0.0097
O	9.529	2.0134	11.5787	0.0087	0.003	-0.0147
O	1.0161	3.1056	16.1883	0	0.0045	0.0025
O	8.5773	5.1398	13.3797	0.0055	0.0012	-0.003
O	10.2791	8.5803	13.3125	-0.0124	0.0022	0.0003
O	1.4431	9.4014	21.6977	-0.0009	0.0005	0.0215
O	10.0819	9.9328	20.6067	-0.0061	-0.0041	0.0244
O	3.173	0.2123	10.8679	-0.0038	-0.0032	-0.0184
O	5.0711	2.3602	10.8255	-0.0012	-0.004	-0.0227
O	1.7403	4.1537	13.9167	-0.0045	0.0055	-0.0018
O	7.9164	10.8654	10.8512	-0.0036	0.0044	-0.0252
O	9.1277	4.4725	18.2462	-0.008	0.0048	0.0097
O	5.6383	9.4976	15.7714	0.0032	0.0001	0.0022
O	5.5287	-0.034	9.7433	0.0141	-0.004	-0.021
O	3.5948	2.3092	13.3927	0.0067	-0.0029	-0.0106
O	1.9779	5.6502	16.0484	-0.0018	0	-0.0024
O	9.7127	1.049	14.0396	-0.0037	-0.004	0.0017
O	4.3855	6.9456	11.5312	0.0095	0.0019	-0.0101
O	4.7552	4.4828	20.212	-0.0177	-0.0073	0.0096
O	9.9533	1.3455	16.6506	-0.0028	-0.0044	0.0081
O	6.6686	4.3147	11.638	0.0047	0.0097	-0.0153
O	5.5784	8.4094	18.5825	-0.0012	-0.0001	0.0148
O	9.0775	2.7341	20.2824	0.0136	0.0058	0.0122
O	3.6049	1.1361	15.783	0.0008	-0.0014	0.0006
O	4.2169	3.0738	17.8986	0.0073	0.0053	0.0053
O	9.9104	7.2158	20.8931	0.0016	-0.0007	0.028
O	3.3445	8.6618	9.8041	0.0031	-0.0032	-0.0218
O	3.9375	7.4267	16.3763	-0.0016	-0.0019	0.0023
O	7.632	0.4837	15.6994	-0.0011	-0.0024	0.0002
O	8.922	7.2993	15.043	-0.0011	0.0027	-0.0025
O	3.9294	1.4389	21.1691	0.0008	0.0044	0.0286
O	1.5918	9.1362	11.6876	-0.0082	-0.0071	-0.0129
O	2.319	6.1509	10.1578	0.0033	0.0017	-0.0222
O	7.3442	6.4609	18.15	0.0032	-0.0127	0.0077
O	7.2184	4.3666	21.1308	-0.0019	0.0004	0.0287
O	4.5436	8.2401	13.7962	-0.0062	0.0041	-0.0013
O	3.33	8.6683	19.9678	0.0159	0.0092	0.0047
O	2.4961	3.2351	19.8702	0.007	0.0204	0.0049
O	3.7424	10.3751	17.9801	-0.0108	0.004	0.0003

Results
free energy: -131310.837 eV
free energy less fixed offsets of O -568.88, P -755.39, Si -635.61 eV per atom: -6.767 eV

The program warned: the cutoff lies below the one the program advises for these potential files; the forces do not sum to zero within the program's tolerance; the exchange-correlation potential is rough where the density is thin.
